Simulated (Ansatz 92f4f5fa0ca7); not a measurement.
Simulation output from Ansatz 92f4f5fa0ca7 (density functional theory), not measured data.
Periodic cell of 234 atoms, Si134O100, from a study of silicon, its oxide and their interface. The atomic structure is a simulated model.

Settings
functional: PBE
potential files: Ansatz PAW
basis: plane waves
wave-function cutoff: 700 eV
density cutoff ratio: 5
exchange-correlation grid ratio: 2
k mesh: 2 x 2 x 1, shifted by 0.5 0.5 0.5 of a step
self-consistency stop: 5e-08 eV per atom in the density residual
occupations: Fermi-Dirac, 0.05 eV
spin: none
net charge: 0

Cell vectors (angstrom)
a, 11.5983, 0, 0
b, 0, 15.4644, 0
c, 5.2749, -1.9101, 22.3311

Atoms: element, x, y, z (angstrom)
Si, 0.8293, 1.2659, 0.2591
Si, 0.8108, 4.2867, -0.3998
Si, 0.6512, 9.4137, -0.4705
Si, 0.617, 13.661, -0.0986
Si, 4.902, 1.4079, 0.0567
Si, 4.8152, 4.4841, -0.0517
Si, 4.4668, 8.9449, 0.1141
Si, 4.5069, 12.0393, -0.2476
Si, 8.392, 1.9345, -0.1476
Si, 8.5634, 4.9492, 0.3331
Si, 8.5688, 8.0986, -0.0644
Si, 8.4832, 12.9312, -0.175
Si, 2.8741, 1.1498, 1.3737
Si, 2.7119, 4.9037, 1.048
Si, 2.4739, 9.0092, 1.2982
Si, 2.6097, 12.7418, 1.0761
Si, 6.7292, 1.2698, 1.4869
Si, 6.5715, 4.9025, 1.4991
Si, 6.5803, 8.6816, 1.2287
Si, 6.51, 12.4827, 1.0698
Si, 10.3329, 1.273, 1.2779
Si, 10.6592, 4.9254, 1.2755
Si, 10.52, 8.7316, 1.1166
Si, 10.3798, 12.9572, 1.2829
Si, 2.759, 3.1279, 2.6617
Si, 2.6365, 6.9064, 2.5193
Si, 2.5914, 10.8876, 2.6303
Si, 2.7928, 14.612, 2.5797
Si, 6.616, 3.0907, 2.9075
Si, 6.5424, 6.8864, 2.7228
Si, 6.5977, 10.6497, 2.5617
Si, 6.5971, 14.5518, 2.4787
Si, 10.4533, 3.1177, 2.7039
Si, 10.5856, 6.8947, 2.6402
Si, 10.4198, 10.777, 2.4809
Si, 10.3512, 14.7945, 2.6644
Si, 0.7875, 3.0623, 4.0146
Si, 0.8419, 6.8958, 4.0638
Si, 0.6869, 10.7997, 3.9839
Si, 0.7741, 14.6683, 3.913
Si, 4.6224, 3.1465, 4.1238
Si, 4.5703, 6.913, 4.0123
Si, 4.6476, 10.7428, 3.9228
Si, 4.729, 14.5991, 3.9302
Si, 8.5864, 3.1707, 4.1455
Si, 8.5527, 6.9261, 4.0196
Si, 8.5231, 10.7289, 3.9292
Si, 8.4316, 14.6289, 3.9778
Si, 0.6845, 1.1026, 5.2992
Si, 0.7101, 4.9676, 5.4239
Si, 0.8768, 8.864, 5.4087
Si, 0.73, 12.7291, 5.3243
Si, 4.6625, 1.1099, 5.2485
Si, 4.6109, 5.0529, 5.5118
Si, 4.6609, 8.8443, 5.3953
Si, 4.7626, 12.6575, 5.3049
Si, 8.4942, 1.1372, 5.2822
Si, 8.5564, 5.0767, 5.517
Si, 8.5114, 8.8563, 5.4372
Si, 8.5133, 12.6658, 5.2915
Si, 2.6947, 1.0938, 6.5261
Si, 2.5946, 5.0222, 6.7902
Si, 2.8269, 8.8291, 6.8692
Si, 2.7764, 12.5731, 6.5503
Si, 6.59, 1.1731, 6.639
Si, 6.6018, 5.0464, 6.8706
Si, 6.5286, 8.8939, 6.9037
Si, 6.6768, 12.7125, 6.7628
Si, 10.3263, 1.1061, 6.7609
Si, 10.4579, 5.0532, 6.9167
Si, 10.5164, 8.8583, 6.748
Si, 10.38, 12.6812, 6.7016
Si, 2.6516, 2.985, 7.9376
Si, 2.5693, 6.8653, 8.2844
Si, 2.9519, 10.8412, 8.1488
Si, 2.8095, 14.5574, 7.7083
Si, 6.5772, 3.0157, 8.1261
Si, 6.4927, 6.8892, 8.3606
Si, 6.6944, 10.9348, 8.3457
Si, 6.5827, 14.7707, 7.9986
Si, 10.3084, 3.0837, 8.2241
Si, 10.4572, 7.0349, 8.2502
Si, 10.5946, 10.7878, 8.0879
Si, 10.1756, 14.5597, 8.0827
Si, 0.7313, 2.4101, 9.2548
Si, 0.6785, 7.5169, 9.7516
Si, 1.0134, 10.6577, 9.417
Si, 0.7711, 14.7479, 8.8313
Si, 4.5346, 2.7068, 9.2062
Si, 4.4157, 5.9575, 9.4743
Si, 4.7568, 11.705, 9.6472
Si, 4.5908, 14.8967, 9.155
Si, 8.4234, 2.7854, 9.6861
Si, 8.5565, 7.296, 9.661
Si, 8.7954, 10.4704, 9.5633
Si, 8.2934, 15.0788, 9.6318
Si, 1.0651, -2.2986, 11.39
Si, 7.3768, 7.8666, 19.1151
Si, 2.624, 3.7604, 18
Si, 9.9506, -3.4905, 12.2109
Si, 2.8973, -0.5663, 13.2218
Si, 11.8277, 6.9095, 12.8401
Si, 5.3093, 11.2672, 12.5937
Si, 10.0661, 9.4242, 13.8106
Si, 5.69, -0.4578, 14.3352
Si, 0.6345, 4.1902, 14.1848
Si, 8.8306, 10.5644, 19.1429
Si, 0.8079, 1.5946, 12.3863
Si, 7.5293, 13.5831, 12.4542
Si, 6.9936, 8.7398, 13.3222
Si, 11.2013, 0.1007, 14.5347
Si, 2.2631, 8.0492, 14.7933
Si, 12.7979, 12.2811, 17.9205
Si, 5.9503, -1.9073, 16.8353
Si, 12.1586, 7.1419, 16.9634
Si, 10.5393, 10.6745, 16.7096
Si, 5.4294, 3.2531, 18.8732
Si, 6.5299, 6.0631, 14.2892
Si, 3.1839, 10.9993, 14.7543
Si, 4.0961, -4.2123, 17.7643
Si, 13.0142, 6.2438, 19.6299
Si, 1.4605, 13.4739, 15.2576
Si, 7.9142, 5.1322, 11.7208
Si, 6.3994, 0.9241, 16.9054
Si, 6.6548, 5.7306, 17.256
Si, 9.4929, 15.9506, 16.845
Si, 4.4104, 10.0012, 20.3931
Si, 9.4746, 6.1728, 17.8749
Si, 11.8746, 2.2453, 16.4591
Si, 10.3633, 4.9699, 20.3884
Si, 2.6602, 5.4596, 15.7079
Si, 8.8794, 13.0228, 17.3759
Si, 12.2337, -1.9798, 20.6852
Si, 5.5103, 6.5802, 11.8652
O, 0.8635, -0.1967, -0.5607
O, 4.4581, 9.9714, 18.7282
O, 0.8495, 2.632, -0.7357
O, 0.7237, 4.943, -1.9432
O, 8.8915, 7.3183, 18.8689
O, 5.9871, 4.6985, 18.3199
O, 4.9664, 8.7484, 21.2964
O, 0.1792, 13.1206, -1.5999
O, 10.6057, 1.6186, 17.3217
O, 4.8079, 2.9159, -0.6535
O, 2.2229, 4.5895, 14.4051
O, 5.11, 5.3389, -1.446
O, 7.5447, 9.5077, 19.233
O, 4.0833, 7.7247, -0.9722
O, 4.3215, 12.6858, -1.769
O, 3.9059, 10.8228, 16.2051
O, 5.8955, -0.47, 17.6247
O, 8.0147, 16.574, 16.9986
O, 12.8931, 13.5348, 16.8733
O, 8.4802, 3.5495, -0.6163
O, 8.5593, 6.446, -0.4444
O, 9.7364, 15.6788, 15.236
O, 9.1622, 12.1377, -1.4844
O, 0.3933, 6.7637, 11.2227
O, 2.2744, -1.86, 12.415
O, 6.3978, 5.3933, 11.1584
O, 4.5947, 10.4182, -0.6769
O, 0.8409, 9.1401, 10.1297
O, 8.8072, 6.3334, 11.029
O, 1.3656, -3.7192, 10.644
O, 1.0064, 14.4593, 10.4171
O, 12.2618, 1.0251, 15.419
O, 4.4912, 1.0495, 9.8425
O, 4.2944, 4.3044, 9.8757
O, 4.5115, -0.3082, 13.2078
O, 4.6051, 13.3719, 9.9767
O, 6.0232, 10.0343, 13.3983
O, 2.7106, -3.5876, 18.3431
O, 6.3078, 12.5172, 12.3526
O, 7.9318, 14.1963, 10.9892
O, 8.466, 1.188, 10.1646
O, 2.6053, 14.5374, 14.7993
O, 8.4081, 3.6764, 11.1322
O, 8.6847, 8.8994, 10.1595
O, 12.8073, 5.7683, 16.4032
O, 10.6296, 10.7243, 13.0183
O, 8.8242, -2.6711, 13.0684
O, 11.1594, -2.4414, 11.973
O, 5.8223, 2.1644, 17.7347
O, 5.9108, 0.8553, 15.3217
O, 10.5499, 6.903, 16.8854
O, 5.1619, 6.0451, 13.3735
O, 7.0715, 14.7588, 13.4988
O, 6.4831, 7.9121, 11.9915
O, 11.6682, -1.4691, 14.5807
O, 0.7962, 0.9027, 8.6132
O, 7.5099, -2.2463, 16.5321
O, 3.4408, 4.4913, 16.7523
O, 3.7936, 3.1353, 18.9325
O, 6.8996, 7.6535, 14.5568
O, 11.429, 5.477, 13.5575
O, 8.4815, 12.1113, 18.6787
O, 3.336, 6.9337, 15.4044
O, 11.9956, -2.6439, 19.2171
O, 0.7087, 3.0252, 13.1018
O, 8.7441, 8.7981, -1.5934
O, 4.2195, 6.8048, 10.9249
O, 1.1199, 8.3143, 15.9656
O, 8.2656, 5.5099, 17.0168
O, 9.1943, -4.0336, 10.859
O, 1.5341, 2.6551, 17.4372
O, 7.7324, 5.3038, 13.391
O, 0.6612, 2.0061, 10.845
O, 5.2462, -3.0482, 17.7432
O, 6.7689, 7.1651, 20.4644
O, 4.1037, 11.6794, 13.6114
O, 11.1972, 0.6421, 12.9905
O, 8.4998, 9.317, 13.3956
O, 10.7535, 8.0354, 13.3343
O, 1.666, 7.3762, 13.4481
O, 2.859, 9.4674, 14.3193
O, 13.2191, -0.6548, 20.7254
O, 2.2156, 0.8231, 12.7084
O, 1.9051, 4.8924, 18.8946
O, 6.4663, 7.2708, 17.8496
O, 10.3373, 9.722, 15.4016
O, 11.7354, 5.8225, 20.5342
O, 6.1039, 5.4469, 15.7364
O, 11.4947, 3.5544, 15.5241
O, 10.0664, 4.96, 18.7772
O, 5.3106, -1.7207, 15.3372
O, 1.8366, 11.9295, 14.8467
O, 10.7169, -1.6074, 21.2332
O, 12.6506, 7.3835, 18.5006
O, 12.0732, 10.984, 17.214
O, 9.5468, 14.5083, 17.6579
O, 4.7509, 10.8732, 11.1033
O, 7.8218, 14.3534, -0.7176
O, 9.8813, 12.1481, 16.4259
O, 9.7885, 9.9431, 17.9585

Results
free energy: -142064.467 eV
free energy less fixed offsets of O -569.03, Si -635.61 eV per atom: 10.273 eV
pressure: -0.63 GPa
stress xx, yy, zz, yz, xz, xy (GPa, positive in tension): -0.75, 1.87, 0.76, -0.2, -0.05, 0.54

Forces (eV/angstrom), in the order of the atoms: element, x, y, z
Si, 0.1552, -0.0453, -0.4441
Si, -0.0056, -0.0748, -0.3041
Si, 0.2091, -0.0393, 0.1761
Si, 0.1844, 0.1124, -0.3828
Si, 0.1202, -0.0391, -0.051
Si, 0.0173, -0.114, -0.3176
Si, 0.0159, 0.0259, -0.2503
Si, 0.0111, -0.0355, -0.4861
Si, 0.1964, 0.1595, -0.0797
Si, -0.0022, 0.1881, -0.4921
Si, -0.0169, -0.1506, -0.1239
Si, 0.0976, -0.0209, -0.0763
Si, 0.192, 0.1502, -0.262
Si, 0.0959, 0.0327, -0.1602
Si, -0.0934, -0.0848, -0.3665
Si, -0.0407, 0.0915, -0.0956
Si, -0.1143, 0.0459, -0.1885
Si, -0.1306, 0.0338, -0.197
Si, -0.013, -0.0104, -0.3201
Si, 0.0518, 0.1421, 0.0099
Si, -0.2431, 0.0968, -0.2937
Si, 0.1247, 0.0334, -0.2323
Si, -0.1845, -0.0818, -0.146
Si, -0.1606, -0.0766, -0.0333
Si, 0.0604, 0.0107, 0.0768
Si, -0.0506, -0.0887, -0.2004
Si, 0.1635, 0.2579, 0.2122
Si, -0.058, -0.1479, 0.1219
Si, -0.0351, 0.1243, 0.2637
Si, -0.0709, -0.0317, 0.2387
Si, -0.0758, -0.1057, -0.076
Si, 0.0841, -0.1659, -0.1949
Si, 0.0166, -0.0756, 0.2065
Si, -0.0367, 0.1316, -0.0664
Si, 0.1884, 0.1105, -0.2152
Si, -0.0589, -0.0351, 0.0897
Si, -0.0848, -0.0687, 0.016
Si, -0.0175, 0.024, 0.0343
Si, 0.0194, -0.1414, 0.0745
Si, -0.0407, -0.0272, -0.003
Si, 0.0422, 0.0249, -0.1434
Si, 0.1717, 0.0011, 0.0142
Si, -0.0215, 0.062, 0.0283
Si, -0.0622, 0.0005, 0.0156
Si, 0.0203, -0.0168, -0.0936
Si, -0.0088, -0.0383, -0.0076
Si, -0.2171, -0.0074, 0.1039
Si, 0.1329, 0.038, 0.0263
Si, 0.2228, -0.0135, 0.3239
Si, 0.1171, -0.059, -0.1087
Si, -0.0704, 0.0361, 0.0456
Si, -0.0032, 0.1524, -0.0048
Si, -0.1109, 0.0383, 0.2456
Si, -0.0428, 0.1038, 0.0329
Si, -0.0689, 0.0542, -0.084
Si, 0.0667, -0.1087, -0.0609
Si, -0.0292, -0.04, 0.3543
Si, -0.1181, -0.0405, -0.0143
Si, 0.0856, 0.0832, 0.0401
Si, 0.0467, -0.0139, -0.0977
Si, -0.2468, -0.018, -0.3371
Si, 0.0109, 0.0487, -0.0072
Si, 0.0213, -0.0501, 0.0262
Si, 0.0418, -0.0113, -0.1743
Si, 0.0238, 0.2738, -0.2191
Si, 0.0874, 0.089, -0.0374
Si, 0.0152, -0.0668, 0.2521
Si, -0.0756, 0.0549, 0.071
Si, 0.0184, -0.0291, -0.1658
Si, -0.0402, 0.0345, 0.1173
Si, -0.0183, -0.074, -0.1888
Si, -0.0655, 0.0398, -0.027
Si, -0.2918, -0.3129, 0.1304
Si, -0.0352, -0.1015, 0.1695
Si, 0.1185, 0.2133, 0.1248
Si, -0.4052, 0.0614, 0.1305
Si, 0.2691, -0.1104, 0.2516
Si, 0.0077, -0.1341, 0.1949
Si, 0.0498, 0.0018, 0.1438
Si, 0.354, -0.0841, 0.1332
Si, 0.025, -0.1577, 0.172
Si, 0.0084, 0.1145, 0.2311
Si, 0.1152, -0.0163, 0.1629
Si, -0.1428, 0.0585, 0.356
Si, 0.0611, -0.364, -0.0228
Si, -0.0491, -0.1987, 0.1041
Si, 0.0322, -0.1213, 0.3043
Si, 0.1079, 0.1871, -0.1826
Si, -0.168, -0.1029, -0.1131
Si, -0.1256, 0.1258, -0.0278
Si, -0.0928, -0.1913, -0.0299
Si, -0.2027, 0.2492, 0.1858
Si, -0.0299, -0.0131, 0.0911
Si, 0.0439, 0.0432, 0.066
Si, -0.062, -0.0765, 0.2121
Si, 0.0291, -0.125, 0.0024
Si, 0.1298, 0.1749, 0.0769
Si, 0.0634, -0.0457, -0.5049
Si, 0.0397, -0.0956, -0.3665
Si, -0.0213, -0.2202, 0.3897
Si, 0.0318, 0.1298, 0.504
Si, 0.0812, 0.0498, 0.5943
Si, -0.064, -0.0059, 0.4839
Si, -0.0106, -0.0346, 0.25
Si, -0.0691, 0.003, 0.297
Si, 0.0933, 0.0202, 0.1558
Si, 0.0521, 0.0523, -0.5008
Si, -0.0231, -0.0426, 0.4881
Si, 0.102, 0.1549, 0.3886
Si, 0.1476, -0.0008, 0.4313
Si, -0.0169, -0.0278, 0.1477
Si, -0.0436, 0.0935, 0.14
Si, 0.2237, -0.0521, -0.522
Si, 0.0163, 0.0024, 0.0622
Si, -0.1029, 0.0292, -0.2423
Si, -0.0054, 0.1253, -0.1398
Si, -0.2045, 0.0161, -0.5392
Si, 0.0114, 0.0977, 0.5182
Si, -0.1325, -0.0366, 0.274
Si, -0.0522, 0.2176, -0.409
Si, 0.018, 0.0664, -0.5224
Si, 0.0424, 0.0082, 0.1491
Si, -0.09, -0.0004, 0.1749
Si, 0.1518, -0.2378, -0.0864
Si, 0.1669, 0.001, -0.1996
Si, -0.0394, -0.0224, -0.1449
Si, 0.0074, 0.063, -0.3165
Si, -0.2063, 0.1994, -0.4644
Si, 0.0258, -0.069, -0.0227
Si, -0.0946, -0.0278, -0.2099
Si, 0.1, -0.0396, -0.1082
Si, 0.0235, 0.1167, -0.2932
Si, 0.0156, -0.0073, -0.0297
Si, -0.0771, 0.1622, 0.4341
O, -0.1474, -0.4433, 0.5631
O, -0.0353, -0.1279, 0.5126
O, -0.0636, 0.3497, 0.4924
O, 0.1155, -0.0733, 0.6036
O, -0.0546, -0.023, 0.2078
O, -0.0612, -0.1334, 0.2391
O, 0.1457, -0.1148, -0.1254
O, -0.0314, -0.0375, 0.1538
O, -0.0063, -0.0147, 0.0057
O, -0.0394, 0.1411, 0.472
O, -0.0206, 0.0171, 0.0299
O, -0.0138, 0.1111, 0.0959
O, -0.0364, -0.0146, 0.1409
O, -0.0038, 0.1067, 0.1521
O, 0.0692, -0.0406, 0.4028
O, 0.0557, -0.0046, 0.1234
O, 0.0367, 0.0946, -0.0713
O, -0.0934, 0.0142, 0.0209
O, -0.0207, -0.1474, 0.1225
O, 0.0897, -0.1277, 0.5217
O, 0.0419, 0.1871, 0.3031
O, 0.0975, 0.0032, 0.0346
O, -0.0871, 0.0928, 0.1598
O, 0.07, 0.1357, -0.4743
O, -0.1379, -0.1846, -0.2932
O, -0.05, -0.0972, -0.1652
O, -0.1041, 0.0849, 0.5958
O, 0.1091, -0.0159, -0.3652
O, 0.0551, 0.0946, -0.2232
O, -0.0792, -0.205, -0.2459
O, 0.0085, -0.1713, 0.0729
O, -0.0736, -0.0052, -0.0196
O, 0.1199, -0.0034, -0.2826
O, 0.1923, 0.2784, -0.1081
O, -0.0719, -0.0272, -0.1601
O, 0.0813, -0.2914, -0.1255
O, -0.0229, 0.0679, -0.2039
O, 0.0366, -0.0304, 0.1537
O, 0.0235, -0.0095, -0.1082
O, 0.0709, 0.1466, -0.2645
O, -0.0197, -0.0917, -0.2381
O, 0.0435, 0.0239, -0.1635
O, -0.0588, 0.0184, -0.2552
O, -0.1332, 0.0625, -0.4118
O, -0.0355, -0.0527, 0.0322
O, -0.0391, 0.2083, -0.2958
O, 0.0193, -0.0279, -0.1732
O, -0.0065, 0.0394, -0.0899
O, -0.0408, 0.1709, 0.213
O, 0.012, -0.049, 0.0138
O, 0.0379, -0.0444, 0.2148
O, 0.1265, 0.0874, -0.292
O, 0.0661, -0.1465, -0.2423
O, -0.0786, -0.0981, -0.2028
O, 0.0077, 0.0464, -0.0548
O, -0.081, 0.3346, 0.1089
O, -0.0172, -0.0314, -0.0049
O, -0.0828, 0.0243, 0.1032
O, 0.1392, -0.0079, 0.2076
O, -0.0096, -0.0882, -0.2003
O, -0.0866, 0.1093, -0.2309
O, -0.0322, -0.1599, 0.2921
O, -0.1645, -0.0471, -0.0205
O, -0.067, 0.1659, 0.3772
O, 0.0098, -0.0622, -0.233
O, 0.0359, -0.1512, 0.3475
O, 0.1706, -0.2156, -0.1065
O, 0.0235, -0.0738, 0.027
O, -0.0085, 0.0312, 0.1317
O, -0.1064, -0.1053, -0.2257
O, 0.0788, 0.1552, 0.1436
O, 0.1257, -0.0702, -0.466
O, -0.0303, 0.3536, -0.476
O, -0.0928, -0.1382, 0.0676
O, -0.2996, 0.0145, 0.5031
O, 0.1908, 0.0216, -0.3135
O, 0.058, 0.0459, -0.1845
O, -0.1455, -0.0436, -0.1222
O, 0.023, -0.0969, -0.2051
O, -0.0183, -0.0393, -0.1989
O, 0.0168, -0.0502, -0.0824
O, -0.0931, -0.1376, 0.0831
O, 0.0213, -0.0172, -0.1844
O, -0.0653, 0.1066, 0.2163
O, 0.0938, 0.0097, 0.2149
O, 0.0011, 0.0048, -0.0749
O, -0.0112, -0.0159, 0.0903
O, 0.0422, 0.0593, -0.0918
O, -0.0127, -0.0121, 0.0192
O, 0.108, -0.1531, 0.4483
O, 0.0777, 0.1198, -0.0696
O, 0.0675, -0.0154, -0.0375
O, -0.0488, 0.0703, 0.1148
O, 0.0361, -0.1425, 0.3262
O, -0.0228, 0.0313, 0.1078
O, -0.01, -0.0375, 0.0684
O, -0.1079, 0.2524, -0.2853
O, 0.05, -0.1642, -0.0792
O, -0.0029, -0.0339, 0.1095
O, -0.1203, 0.0511, 0.2729

The program warned: the cutoff lies below the one the program advises for these potential files.
